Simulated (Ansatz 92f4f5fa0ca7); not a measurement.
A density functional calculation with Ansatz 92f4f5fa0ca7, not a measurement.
Periodic cell of 256 atoms, Si144O112, from a study of silicon, its oxide and their interface. The atomic structure is a simulated model.
This geometry differs little from another in the collection (a relaxation step or a small displacement).

Settings
functional: r2SCAN
potential files: Ansatz PAW
basis: plane waves
wave-function cutoff: 800 eV
density cutoff ratio: 5
exchange-correlation grid ratio: 1
k mesh: 1 x 1 x 1, shifted by 0.5 0.5 0 of a step
self-consistency stop: 1e-10 eV per atom in the density residual
occupations: fixed
spin: none
net charge: 0

Cell vectors (angstrom)
a  10.88  0  0
b  0  10.88  0
c  -1.9305  -5.236  35.9167

Atoms: element, x, y, z (angstrom)
Si  1.6341  -1.608  0.0594
Si  4.3461  1.0439  0.2402
Si  1.0653  4.4156  -0.064
Si  3.8427  -3.8312  0.0195
Si  -4.3197  -1.1658  0.1475
Si  -1.6569  1.7045  0.0252
Si  6.9839  3.8879  0.2447
Si  -1.1973  -4.2685  0.1133
Si  2.7431  -0.0898  1.4722
Si  5.4281  2.6939  1.4818
Si  2.6801  -5.413  1.3089
Si  5.3892  -2.7249  1.4254
Si  -2.6944  0.0224  1.3377
Si  0.0188  2.7566  1.279
Si  8.1711  5.4557  1.4795
Si  0.0278  -2.7227  1.3704
Si  1.3484  1.3673  2.668
Si  4.0301  4.1025  2.7036
Si  1.3594  -4.0888  2.7639
Si  4.0727  -1.4106  2.8618
Si  6.8243  1.3295  2.7958
Si  9.5665  4.0691  2.7684
Si  6.7753  6.8115  2.7558
Si  -1.3413  -1.3416  2.6901
Si  0.0041  0.0139  4.0573
Si  2.6958  2.7196  4.0538
Si  0.0118  5.4336  4.1272
Si  2.702  -2.7592  4.1653
Si  5.4523  -0.0173  4.1485
Si  8.184  2.7134  4.1148
Si  5.4133  5.4346  4.0792
Si  8.1641  -2.699  4.0661
Si  1.3516  -1.4221  10.8534
Si  4.1153  1.335  10.8393
Si  1.3289  4.0948  10.8622
Si  4.057  -4.037  10.8776
Si  6.8008  -1.3143  10.907
Si  -1.4136  1.3429  10.8969
Si  6.8273  4.0519  10.8325
Si  -1.3277  6.7956  10.8273
Si  2.7583  -0.0736  12.1337
Si  5.5044  2.6724  12.186
Si  2.6557  5.502  12.205
Si  5.4254  -2.6644  12.238
Si  -2.7302  -0.0029  12.3486
Si  -0.0444  2.7179  12.1993
Si  8.1941  5.4385  12.1387
Si  0.0067  -2.7788  12.2529
Si  1.3367  1.2676  13.3936
Si  4.0807  4.1076  13.3663
Si  1.3557  -4.0897  13.7213
Si  4.0673  -1.3519  13.6504
Si  -4.0787  1.3717  13.7427
Si  -1.3452  4.1245  13.5678
Si  6.8226  -4.0674  13.4607
Si  -1.3721  -1.4556  13.6428
Si  0.2915  -0.2889  14.7964
Si  2.8577  2.5562  14.5397
Si  -0.2671  -5.2434  15.0175
Si  2.5205  -2.4789  15.0227
Si  5.052  0.3266  14.9793
Si  -3.0048  3.1588  14.8739
Si  5.5773  5.3047  14.6847
Si  -2.5573  -3.0639  14.9508
Si  -0.4246  3.2678  -4.8671
Si  4.2198  -3.1561  24.3605
Si  7.8388  -3.0232  -2.109
Si  2.2579  -3.286  -3.8162
Si  1.4209  -4.0035  -6.7523
Si  7.6135  -0.8924  -7.0139
Si  -0.2258  -1.7241  21.4679
Si  -2.3585  2.1067  20.4106
Si  4.3036  2.7013  -6.9518
Si  -0.4814  2.8341  -9.2494
Si  2.851  -4.7374  -9.1179
Si  5.0837  0.9966  17.7885
Si  1.0152  -0.549  -2.836
Si  -1.0972  0.0507  17.4349
Si  7.7285  2.2512  17.6187
Si  1.5542  4.7898  -3.0392
Si  4.2423  3.6634  -4.0744
Si  -2.6329  0.6095  -9.6991
Si  1.6091  -2.5199  -10.6362
Si  5.6945  -5.2652  -2.0909
Si  -1.4747  1.0362  -3.0068
Si  0.2649  0.9764  20.0859
Si  1.2196  -4.115  20.7592
Si  2.3343  3.5283  23.8968
Si  1.7355  -4.5705  23.6062
Si  2.0658  -1.1411  -7.9579
Si  1.6302  4.2699  16.9181
Si  1.2995  1.7037  -6.9339
Si  7.6644  -0.9653  -4.0432
Si  -1.1337  5.1076  -7.2777
Si  4.5447  -1.3895  -3.9521
Si  -0.8621  -3.0532  24.0725
Si  -1.3648  -2.1916  -10.6623
Si  5.7383  -2.3667  21.9173
Si  2.6229  2.3742  18.999
Si  3.877  -4.3654  17.0532
Si  4.1493  -4.2363  20.0504
Si  4.8376  4.169  -9.6278
Si  6.7867  -0.4282  19.8958
Si  6.7507  3.4463  22.5606
Si  4.6659  -0.3601  -6.7654
Si  4.0683  3.859  21.2831
Si  -2.7021  -2.3777  17.8165
Si  5.5435  -3.8747  -9.8413
Si  -2.6453  -3.482  -8.332
Si  3.5126  1.0437  -2.6102
Si  -1.4815  -3.917  19.8923
Si  7.9473  -4.5883  22.331
Si  1.3416  -1.346  5.4535
Si  4.0618  1.375  5.4381
Si  1.369  4.0574  5.4554
Si  4.0858  6.7693  5.4808
Si  6.819  -1.3779  5.4721
Si  -1.3418  1.3454  5.4508
Si  6.7891  4.0834  5.435
Si  9.5056  6.8094  5.4419
Si  2.7092  0.0133  6.8081
Si  5.4267  2.7298  6.7957
Si  2.7289  5.4057  6.8109
Si  5.4499  -2.7392  6.8169
Si  -2.7028  -0.0083  6.8027
Si  0.0126  2.6999  6.8084
Si  8.139  5.4492  6.8027
Si  -0.0198  -2.7098  6.8049
Si  1.3539  1.3546  8.1957
Si  4.0806  4.0758  8.1846
Si  1.3598  6.7836  8.1183
Si  4.0819  -1.3605  8.1382
Si  6.7983  1.3549  8.1183
Si  -1.3664  4.0642  8.125
Si  6.7967  -4.0788  8.1966
Si  -1.3667  -1.3556  8.1802
Si  -0.0144  -0.0106  9.5545
Si  2.723  2.7197  9.5422
Si  -0.0052  5.4287  9.4635
Si  2.7111  -2.7324  9.4678
Si  5.46  -0.0047  9.4802
Si  8.159  2.6958  9.4757
Si  5.4275  5.4418  9.5491
Si  8.1556  -2.6987  9.5466
O  6.9951  0.9739  -10.6939
O  -1.4206  -4.1523  15.4245
O  3.9599  1.5304  15.1508
O  5.2402  -0.0823  16.5687
O  -0.1284  -5.3926  -0.3847
O  2.7532  -2.6963  -0.478
O  -0.6812  -1.8619  23.0004
O  3.8339  -2.841  -3.738
O  2.7557  5.3748  17.204
O  6.6682  4.2089  15.1654
O  7.5393  -2.6195  16.3389
O  2.0523  3.3035  15.715
O  4.6821  -2.9409  20.8347
O  -1.3992  2.3477  -3.9515
O  5.5096  0.0126  -0.2781
O  4.4842  -4.4945  -1.3325
O  8.0598  2.7983  -0.3045
O  0.2721  2.0369  -8.1008
O  7.0672  -1.918  -1.2062
O  7.9375  0.3478  -3.1216
O  3.3196  4.7533  -9.8197
O  -1.858  -4.2033  23.4863
O  -2.4144  2.9925  16.3961
O  4.5702  5.3721  20.9643
O  0.6707  2.2623  -5.545
O  6.3232  4.559  -1.0631
O  1.4784  -2.4907  -7.302
O  1.442  0.0896  -7.0894
O  -1.1105  1.3407  -1.4632
O  7.9511  2.7772  21.7393
O  1.4049  -1.3343  15.4187
O  0.2633  5.0022  16.443
O  -0.7997  4.308  -8.6579
O  7.0506  5.0258  22.7281
O  3.1704  -3.0324  16.4319
O  1.8008  1.4459  20.0353
O  -1.7865  3.3911  24.6673
O  4.2794  2.1477  -3.4969
O  8.0123  0.5659  20.2785
O  4.6134  -4.1597  18.4915
O  1.7878  -1.3031  -9.5546
O  2.7141  2.4573  -7.1559
O  2.7436  4.2068  -3.9434
O  5.3757  3.0948  21.8158
O  -0.7471  2.1564  20.5099
O  -2.4984  -2.2793  -7.2763
O  0.7978  3.0137  24.0944
O  3.6606  -0.9208  -7.8827
O  8.1046  -0.4751  -5.5273
O  2.2083  5.0343  24.481
O  1.5878  4.0572  -1.5814
O  1.1329  -2.5584  21.2011
O  6.8114  -4.1927  -2.5507
O  -1.3721  -2.4072  20.5313
O  1.5397  3.309  18.2207
O  1.9546  -3.9433  -5.2502
O  1.4419  -1.9089  -3.5972
O  -1.7959  1.9916  -9.6588
O  2.553  -4.3161  19.9292
O  -0.4037  0.4885  16.0501
O  0.4745  2.9017  -10.5396
O  3.1351  -3.8057  23.351
O  7.8601  0.2268  -8.163
O  -1.3379  -1.5389  17.5335
O  0.5865  -3.7327  24.3836
O  5.2065  4.7397  -3.3546
O  6.7951  -3.28  -9.0408
O  0.0229  -4.4882  19.7383
O  4.2202  -0.4082  -2.7148
O  -0.1011  0.478  18.6045
O  -0.3986  -0.0919  -3.4527
O  7.2161  -1.6105  18.8671
O  4.009  -0.6952  -5.3179
O  -1.2524  4.0476  -6.0438
O  2.8745  3.6426  22.367
O  4.9729  1.2237  -6.9027
O  3.6194  3.2853  19.8602
O  1.6644  -3.977  -9.9072
O  5.5651  0.3613  19.191
O  4.1422  -3.7433  -9.0315
O  3.5701  1.5837  -1.0909
O  1.9862  0.7434  -3.0701
O  4.6437  3.5405  -5.6218
O  -2.4414  -2.2568  -3.4113
O  4.9447  3.6004  -8.1245
O  -0.05  -4.6445  -6.8614
O  5.1276  -2.2123  23.4097
O  -1.799  -0.6756  -10.2478
O  0.9653  -0.8876  -1.2459
O  -1.825  -3.6417  -1.2538
O  3.3894  2.5887  24.6926
O  6.1386  -1.4869  -4.0514
O  -2.276  -3.7902  18.4987
O  7.0001  -3.3323  22.0748
O  -2.4842  -4.9196  -7.6036
O  -2.5618  0.7344  17.5504
O  4.9985  -4.8541  16.0142
O  1.1515  -4.9776  22.1362
O  5.2388  2.9595  -10.5759
O  6.0307  -1.1731  -6.9627
O  0.2245  4.3948  -3.8853
O  8.0685  2.8959  19.0611
O  1.7853  -4.4833  -2.8118
O  0.0725  -0.1932  21.1646
O  -2.2139  -4.9167  20.9222
O  -1.4829  -3.2358  -9.4339
O  2.3779  -5.0012  -7.6014
O  6.6355  2.894  24.0706
O  5.8238  5.4098  -9.993
O  6.2554  -0.9692  21.3207
O  6.1174  2.2114  17.4283
O  3.5595  1.5195  17.9838

Results
free energy: -155993.062 eV
free energy less fixed offsets of O -570.45, Si -639.56 eV per atom: -6.022 eV

Forces (eV/angstrom), in the order of the atoms: element, x, y, z
Si  0  0.0017  -0.006
Si  -0.0003  0.0002  -0.0046
Si  0.0011  -0.0009  -0.0036
Si  0.0011  -0.0002  -0.0024
Si  0.0002  -0.001  -0.0046
Si  0.0015  -0.0002  -0.0032
Si  0.0004  0.0018  -0.0058
Si  -0.0006  0.0004  -0.0032
Si  0.0002  -0.0003  -0.0006
Si  0.0003  0.0006  -0.0004
Si  0.0008  0.0003  -0.0009
Si  -0.0001  -0.0002  -0.0004
Si  0.0005  -0.0001  0.0008
Si  0.0002  0.0001  -0.0008
Si  0.0012  0.0008  -0.0006
Si  0.001  0.0007  0.0007
Si  0.0001  0.0001  -0.0001
Si  0.0001  0.0002  0.0008
Si  0.0003  0.0001  -0.0004
Si  0.0005  -0.0003  0.0002
Si  0.0007  0.0001  0.0016
Si  0.0011  0.0001  0
Si  0.0002  0.0003  -0.0001
Si  -0.0002  0.0004  0.001
Si  0.0004  -0.0001  -0.0004
Si  0.0003  0.0002  -0.0003
Si  0.0004  0.0004  0.0009
Si  0.0001  -0.0002  -0.0003
Si  0.0011  0.0004  0.0004
Si  -0.0002  -0.0003  0.0004
Si  0.0004  0.0003  -0.0012
Si  0.0007  0.0001  -0.0007
Si  0.0006  -0.0002  -0.0001
Si  -0.0005  -0.0011  -0.0002
Si  -0.0001  0.0004  0.0007
Si  -0.0002  -0.0006  0.0001
Si  0  -0.0007  -0.0008
Si  -0.0002  0  -0.0007
Si  0.0004  -0.0005  -0.0005
Si  0.0004  -0.0003  -0.0014
Si  0.0003  -0.0004  -0.0015
Si  0  -0.0006  0.0002
Si  -0.0004  0.0011  0.0004
Si  0  0.0009  -0.001
Si  0  -0.0004  -0.0011
Si  -0.0003  0.0001  0.0001
Si  0  0.0003  -0.0013
Si  0.0009  -0.0014  -0.002
Si  0.0004  0.0009  -0.0025
Si  -0.0002  -0.0003  0.0004
Si  0.0001  -0.0005  0.0011
Si  0.0006  -0.0012  0.0003
Si  0.0001  -0.0002  0.0014
Si  0.0006  -0.0004  -0.0009
Si  -0.0003  -0.0003  -0.0007
Si  0  -0.0011  0.0009
Si  -0.0015  0.0004  0.0046
Si  -0.0017  0.0019  0.0045
Si  -0.0001  -0.001  0.0021
Si  0.0012  -0.0015  0.002
Si  0.0013  -0.0019  0.0045
Si  0.0019  -0.0008  0.0044
Si  -0.0018  0.001  0.0065
Si  -0.0006  0.0008  0.0047
Si  0.0007  0.0007  -0.0055
Si  0.0011  0  0.0006
Si  0.0008  0.0008  -0.006
Si  0.0004  -0.0001  -0.0047
Si  -0.0007  0.0013  -0.0047
Si  -0.0001  0.0003  -0.0037
Si  -0.0002  -0.0005  0.0034
Si  0.0034  0.0003  0.0046
Si  0.003  -0.0008  -0.0043
Si  0.0018  0.0006  -0.002
Si  0.002  0.0031  0.0013
Si  -0.0013  0.0018  0.0069
Si  -0.0005  0.0001  -0.0048
Si  0.0004  0  0.0054
Si  0.0008  -0.0009  0.0064
Si  0  0.0003  -0.0067
Si  0  0  -0.0058
Si  0.0011  0.0011  -0.0007
Si  -0.0015  0.0021  0.0035
Si  0.0009  -0.0008  -0.0049
Si  0.0002  -0.0003  -0.0067
Si  -0.0018  -0.0014  0.0045
Si  -0.0003  0.0016  0.0022
Si  -0.0014  0.0004  0.0022
Si  0.0008  0.0001  0.0014
Si  0.002  0.0006  0
Si  0.0031  -0.0014  0.0032
Si  0.0015  0.0003  -0.0043
Si  0.0004  0.002  -0.0061
Si  0.0004  0.001  -0.0025
Si  0.0015  0.001  -0.006
Si  -0.0001  0.0013  0.0016
Si  0.001  0.0006  0.0001
Si  0.0008  0.0003  0.0022
Si  0.0015  -0.0002  0.0065
Si  0.0013  -0.0022  0.0045
Si  0.0031  -0.0004  0.0065
Si  0.0006  0  -0.002
Si  0  0.0004  0.004
Si  -0.001  -0.0001  0.002
Si  0.0005  0.0017  -0.0043
Si  0.0005  0.0002  0.0048
Si  -0.0005  0.0006  0.0062
Si  0.0008  0.0021  0.0015
Si  0.0006  0.0014  -0.0012
Si  0.0008  0.0008  -0.0067
Si  0.0013  0.0003  0.0046
Si  -0.0006  0.0004  0.0018
Si  -0.0001  -0.0003  0.0002
Si  -0.0002  0.0002  -0.0002
Si  0.0004  0.0005  0.0003
Si  -0.0001  0.0001  0.0003
Si  0.0007  0.0002  0.0008
Si  0.0003  -0.0002  0.0002
Si  -0.0002  -0.0001  -0.0003
Si  0.0002  -0.0002  -0.0003
Si  0.0002  -0.0004  -0.0005
Si  0.0004  -0.0004  -0.0005
Si  -0.0001  0.0003  -0.0001
Si  0.0003  -0.0002  0.0002
Si  0.0002  -0.0004  0.0002
Si  0.0003  0  -0.0003
Si  0.0004  -0.0005  -0.0005
Si  0.0003  -0.0006  -0.0002
Si  0.0003  -0.0006  -0.0003
Si  0.0005  -0.0009  -0.0001
Si  0.0001  -0.0005  -0.0004
Si  -0.0002  -0.0002  0.0002
Si  0  -0.0007  -0.0001
Si  0  -0.0005  -0.0002
Si  0.0002  -0.0003  0
Si  0.0005  -0.0005  -0.0002
Si  0.0001  -0.0003  -0.0005
Si  0.0002  0.0002  -0.0004
Si  0.0001  -0.0006  -0.0012
Si  0.0004  -0.001  -0.001
Si  0  -0.0007  -0.0009
Si  0.0006  -0.0008  -0.0009
Si  0.0006  0.0005  -0.0002
Si  0.0005  0  -0.0002
O  0.001  0.0019  0.0005
O  0.001  0.0003  0.0005
O  -0.0007  0.001  -0.0008
O  -0.0012  0.0009  -0.0047
O  -0.0007  0.0009  0.0001
O  0.0003  0.0005  -0.0001
O  -0.0003  0.0012  -0.0009
O  0  0.0004  0.0009
O  0.0031  -0.0014  -0.0092
O  -0.0006  0.0006  -0.002
O  0.0009  -0.0023  -0.0064
O  0.0012  0.0014  0
O  -0.0005  -0.0007  -0.0037
O  0.0004  -0.0008  0.0031
O  0.0013  0.0002  0.0001
O  -0.0006  0.0021  0.0025
O  -0.0009  0.0005  0.0001
O  0.0036  0.0019  0.0013
O  -0.0014  0.0026  0.0056
O  0.0012  0.0011  0.0023
O  0.001  0.0007  0.0034
O  -0.0009  0.0002  -0.0014
O  0.0005  0.0003  -0.007
O  -0.002  0.0013  -0.0017
O  -0.0009  0.0011  0.0011
O  0.0012  -0.0001  0.0042
O  0.0009  0.0005  0.0035
O  0.0003  0.0033  0.0008
O  0.0005  0.0022  0.0066
O  -0.0012  -0.0014  -0.0012
O  0.0004  0.0005  -0.0013
O  0.0018  0.002  -0.0047
O  0.0001  0.0014  0.0007
O  0.0002  0.001  0.0003
O  -0.0014  0.0004  -0.0059
O  -0.0001  0.0005  -0.0012
O  0.0006  -0.0006  0.001
O  -0.0007  -0.0008  0.0035
O  -0.0007  0.0005  -0.0023
O  -0.0004  0  -0.0055
O  0.0002  0.0006  0.0036
O  0.0024  0.002  0.0018
O  0.0001  0.0012  0.0012
O  0.0005  0.0006  -0.0002
O  0.0035  -0.0012  -0.0018
O  -0.0002  0.0015  0.001
O  0.0009  0.001  0.0021
O  0.002  0.0014  0.0009
O  -0.0001  0.001  0.0038
O  0  -0.0001  -0.0025
O  0  0.0004  0.0062
O  0.0008  -0.0003  -0.0028
O  0.0002  0.0001  0.0019
O  -0.0016  0.0001  -0.0067
O  0.0001  0.003  -0.0052
O  0.0004  -0.0006  0.0028
O  0.0002  0.0013  0.006
O  0.0012  0.001  0.0004
O  0.0028  0.004  -0.005
O  0.0007  -0.0003  -0.0058
O  -0.0001  0.0006  0.0003
O  -0.0007  0.0014  0.0004
O  0  0.0001  0.0017
O  -0.0004  -0.0001  -0.0019
O  0.0007  -0.0007  -0.0032
O  0.0022  0.0024  0.0031
O  0.0006  0.0009  0.0014
O  -0.0005  0.0007  -0.0032
O  -0.0004  0.002  0.0048
O  -0.0015  -0.001  -0.0056
O  0.0013  0.0017  0.001
O  0.0008  -0.0014  -0.0024
O  0  -0.0003  0.0047
O  0.0009  -0.001  0.0018
O  0.0005  -0.0003  -0.0012
O  0.0024  0.0006  0.001
O  -0.0017  -0.0017  -0.0031
O  -0.0007  0.0011  0.0044
O  -0.001  0.0015  -0.0039
O  -0.0006  -0.0002  0.0013
O  0.0018  0.001  0.0063
O  0.0003  0  0
O  0.0012  0.0015  0.0047
O  0.0003  -0.0008  0.004
O  0.0008  -0.0003  0.0008
O  0.0018  0.001  0.0008
O  0.0004  -0.0001  -0.0029
O  0.0005  0.0012  0.0003
O  0.0008  -0.0013  0.0065
O  0.0018  -0.0001  0.0036
O  -0.0005  0.0014  -0.0008
O  0.001  0.0006  0.0026
O  -0.0009  0.0013  -0.0052
O  -0.0004  0.0012  -0.0037
O  0.0008  0.0002  0.0011
O  -0.0006  0.0004  -0.0052
O  0.004  -0.0003  -0.0071
O  0.0001  0.0016  -0.0032
O  0.0009  0.0035  -0.001
O  -0.0001  0.0003  0.0021
O  0.0019  0.0014  0.0054
O  -0.0028  -0.0008  -0.0054
O  -0.0007  0  0.0069
O  -0.0012  0.0026  -0.0029
O  0.001  0.0006  -0.004
O  -0.0001  0.0007  0.0003
O  0.0012  0.0021  0.0039
O  0.0011  0.0007  -0.0009
O  0.0001  0.0028  0.0006
O  0.0001  0.0011  -0.0042
O  0.0001  -0.0007  -0.0027
O  0.0018  -0.0011  -0.001

The program warned: the cutoff lies below the one the program advises for these potential files; the forces do not sum to zero within the program's tolerance; empty levels may hold ghost states of the PAW files; the exchange-correlation potential is rough where the density is thin.
